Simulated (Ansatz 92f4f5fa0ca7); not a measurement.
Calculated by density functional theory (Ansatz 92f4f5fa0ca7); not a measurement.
Periodic cell of 237 atoms, Si146O90P1, from a study of silicon, its oxide and their interface. The atomic structure is a simulated model.
Doubt: the cutoff is far below the 930 eV that the study's wrapper takes by default for these files, so forces and energies are approximate.

Settings
functional: PBE
potential files: Ansatz PAW
basis: plane waves
wave-function cutoff: 580 eV
density cutoff ratio: 5
exchange-correlation grid ratio: 1
k mesh: 1 x 1 x 1, Gamma-centred
self-consistency stop: 5e-08 eV per atom in the density residual
occupations: fixed
spin: none
net charge: +1 e, with a uniform compensating background and no finite-size correction

Cell vectors (angstrom)
a, 11.6015, 0, 0
b, 0, 10.938, 0
c, 0, 0, 32.0622

Atoms: element, x, y, z (angstrom)
Si, -0.196, -0.0592, 23.2789
Si, 3.6699, 0.206, 23.1122
Si, 7.5533, -0.1301, 23.4552
Si, 1.687, 1.3808, 23.4238
Si, 5.7341, 1.4114, 23.1989
Si, 9.4421, 1.2349, 23.3685
Si, 0.1613, 5.3184, 23.4665
Si, 4.1215, 5.303, 23.3995
Si, 8.0334, 5.6155, 23.5521
Si, 2.1581, 6.5904, 23.3766
Si, 5.9669, 6.7763, 23.4856
Si, 10.0105, 6.8752, 23.6046
Si, 1.9021, 2.6701, 25.3909
Si, 5.8312, 2.6604, 25.2659
Si, 9.6286, 2.6924, 25.2709
Si, 11.5961, 4.0104, 25.393
Si, 3.8926, 3.977, 25.3273
Si, 7.7419, 4.0991, 25.3524
Si, 1.9721, 8.1563, 25.1992
Si, 5.7737, 8.1735, 25.3722
Si, 9.7103, 8.27, 25.4406
Si, 11.6381, 9.567, 25.2698
Si, 3.8642, 9.5934, 25.0797
Si, 7.6882, 9.5268, 25.4191
Si, 11.6482, -0.0067, 27.2144
Si, 3.904, -0.0466, 27.1224
Si, 7.7578, -0.0161, 27.3033
Si, 1.985, 1.3157, 27.2889
Si, 5.8315, 1.3293, 27.2197
Si, 9.6926, 1.3351, 27.2169
Si, 11.5908, 5.4753, 27.2443
Si, 3.846, 5.4239, 27.2227
Si, 7.714, 5.4662, 27.281
Si, 1.9371, 6.8269, 27.18
Si, 5.7595, 6.8022, 27.2832
Si, 9.6552, 6.8252, 27.3034
Si, 1.9452, 2.7239, 29.1909
Si, 5.7945, 2.7255, 29.1508
Si, 9.6809, 2.7295, 29.1493
Si, 0.0122, 4.1009, 29.1711
Si, 3.8616, 4.0904, 29.1787
Si, 7.7339, 4.086, 29.199
Si, 1.9432, 8.1869, 29.1286
Si, 5.7919, 8.1847, 29.1977
Si, 9.6689, 8.1939, 29.2333
Si, 0.0069, 9.5543, 29.151
Si, 3.8764, 9.5583, 29.102
Si, 7.7321, 9.5447, 29.2183
Si, 0.0024, -0.0018, 31.0947
Si, 3.8567, 0.0091, 31.0576
Si, 7.7366, 0.0095, 31.1166
Si, 1.927, 1.3699, 31.1167
Si, 5.7986, 1.3509, 31.0838
Si, 9.6717, 1.3627, 31.0943
Si, 0.0078, 5.4741, 31.1023
Si, 3.878, 5.464, 31.1127
Si, 7.7317, 5.4543, 31.1404
Si, 1.9459, 6.8374, 31.0852
Si, 5.8041, 6.826, 31.12
Si, 9.6682, 6.8259, 31.1606
Si, 1.9267, 2.7487, 0.9845
Si, 5.8031, 2.747, 0.944
Si, 9.6756, 2.7303, 0.9718
Si, -0.0132, 4.1118, 0.9667
Si, 3.8575, 4.1072, 1.0017
Si, 7.757, 4.102, 1.0254
Si, 1.9335, 8.2214, 0.956
Si, 5.8007, 8.213, 0.9659
Si, 9.6594, 8.2296, 1.0238
Si, -0.0048, 9.5899, 0.985
Si, 3.8788, 9.5836, 0.9385
Si, 7.7196, 9.5807, 0.975
Si, 11.6108, 0.0292, 2.9208
Si, 3.8662, 0.0125, 2.8894
Si, 7.7268, 0.0209, 2.8954
Si, 1.9389, 1.4113, 2.9234
P, 5.8122, 1.3638, 2.822
Si, 9.6594, 1.3961, 2.9242
Si, 11.5636, 5.5054, 2.8739
Si, 3.8832, 5.4983, 2.918
Si, 7.7342, 5.5155, 2.9274
Si, 1.9153, 6.8193, 2.8635
Si, 5.8108, 6.8566, 2.8864
Si, 9.6565, 6.8985, 2.9791
Si, 1.9125, 2.827, 4.8227
Si, 5.8388, 2.6648, 4.7481
Si, 9.6037, 2.7932, 4.8393
Si, 11.5441, 4.1334, 4.7786
Si, 3.9231, 4.0761, 4.8088
Si, 7.7159, 4.1832, 4.8686
Si, 1.8922, 8.1615, 4.7914
Si, 5.8099, 8.2499, 4.7803
Si, 9.653, 8.3356, 4.8998
Si, 11.6302, 9.6572, 4.8874
Si, 3.8379, 9.4894, 4.7884
Si, 7.6976, 9.6826, 4.8934
Si, 11.5916, 0.2301, 6.775
Si, 3.7424, -0.0663, 6.6628
Si, 7.7119, 0.0539, 6.9174
Si, 2.0448, 1.4966, 6.7522
Si, 5.704, 1.2294, 6.6286
Si, 9.6455, 1.5214, 6.8317
Si, 11.5266, 5.5001, 6.6947
Si, 3.9903, 5.4234, 6.776
Si, 7.7305, 5.6595, 6.8177
Si, 1.9822, 6.6422, 6.6367
Si, 5.8148, 6.9762, 6.7412
Si, 9.7502, 7.0413, 6.8994
O, 9.9925, 7.9701, 8.292
O, 7.6708, 9.9339, 8.2312
O, 7.3997, 4.7252, 8.1584
O, 3.3524, 10.3405, 8.2132
O, 2.0558, 7.5326, 8.0258
O, 3.9996, 4.5864, 8.2378
O, 9.7765, 2.4509, 8.2193
O, 2.6182, 2.3344, 8.1074
O, 11.3874, 4.5752, 8.0677
O, 5.3598, 2.3992, 7.7559
O, 5.8171, 7.9861, 8.0762
O, 11.3159, 10.3105, 8.1555
O, 11.2737, 10.0917, 21.8005
O, 3.2308, 10.7173, 21.5343
O, 5.7769, 7.7807, 22.1668
O, 4.2215, 4.459, 21.9473
O, 7.6837, 9.6929, 22.1946
O, 10.3275, 7.674, 22.1835
O, 1.6147, 2.4038, 22.117
O, 5.9428, 2.4458, 21.8902
O, 8.4424, 4.7069, 22.218
O, -0.0704, 4.4552, 22.0432
O, 2.3334, 7.387, 21.9376
O, 9.1231, 1.8877, 21.872
Si, 1.9189, 7.7731, 9.6058
Si, 5.0339, 0.5852, 17.69
Si, 2.4921, 5.424, 14.0251
Si, 10.5676, 3.8634, 14.0545
Si, 8.2823, 2.3885, 15.2612
Si, 9.546, 2.2489, 20.3459
Si, 10.5067, 3.6521, 9.0729
Si, 0.0307, 2.3157, 11.5654
Si, 11.0189, 8.1385, 15.3954
Si, 5.1657, 6.9363, 13.9919
Si, 5.7541, 2.6112, 11.1072
Si, 8.5818, 7.6736, 19.393
Si, 8.1188, 4.8515, 20.6324
Si, 5.9191, 9.5927, 15.2052
Si, 2.115, 7.6452, 20.3505
Si, 1.9277, 4.8975, 18.7952
Si, 4.4958, 3.4471, 18.0179
Si, 8.5051, 8.9326, 16.8221
Si, 0.8284, 9.4823, 13.2995
Si, 9.91, 10.6505, 11.7195
Si, 5.3509, 3.7121, 21.0206
Si, 0.5896, 5.5279, 16.2644
Si, 10.7822, 9.1425, 9.142
Si, 6.5687, 8.9039, 21.293
Si, 7.1134, 7.1049, 11.4827
Si, 2.6721, 0.7359, 12.2155
Si, 10.8931, 8.6869, 21.0439
Si, 6.039, 4.3262, 15.6311
Si, 7.0879, 0.491, 12.9758
Si, 4.0647, 2.9773, 8.5689
Si, 0.8798, 6.7413, 11.899
Si, 6.5692, 9.0487, 9.0735
Si, 0.6658, 3.2926, 21.1483
Si, 9.7996, 6.5095, 12.8922
Si, 7.7151, 4.5357, 9.7438
Si, 3.9882, 10.0782, 20.2231
Si, 4.2613, 3.0404, 13.523
Si, 3.8488, 10.0078, 9.738
Si, 8.0543, 0.7843, 18.0368
O, 11.5071, 3.226, 12.8995
O, 9.3398, 4.4788, 9.8779
O, 8.805, 3.6101, 19.8601
O, 4.0349, -0.0542, 18.8131
O, 11.339, 4.5352, 15.3126
O, 9.8589, 9.7886, 10.3252
O, 3.7628, 1.5363, 13.134
O, 0.65, 9.0612, 14.8653
O, 6.4719, 0.9816, 18.3821
O, 4.7616, 3.1714, 19.6089
O, 6.2529, 1.1817, 11.7447
O, 0.5426, 8.6148, 9.8564
O, 5.6431, 4.3175, 17.2247
O, 8.4424, 7.1956, 12.3897
O, 4.4256, 2.6133, 10.1242
O, 2.0757, 5.6568, 15.5821
O, 3.376, 0.0629, 10.9186
O, 5.888, 7.2179, 12.5498
O, 2.3059, 6.3555, 19.3942
O, 0.6549, 4.9492, 17.7812
O, 8.4136, 10.6879, 12.3678
O, 5.4688, 10.0748, 9.6882
O, 0.6009, 8.2083, 20.2024
O, 9.7749, 2.6082, 14.696
O, 1.999, 10.5935, 13.2233
O, 9.9458, 9.1122, 16.1073
O, 6.147, 10.3612, 13.7789
O, 7.4736, 1.5999, 14.099
O, 1.6451, 3.9195, 20.0399
O, 5.9048, 5.7935, 14.9188
O, 7.3406, 8.9529, 15.6979
O, 1.5084, 1.6709, 11.5998
O, 7.1898, 8.2881, 10.3659
O, 4.3201, 1.994, 17.2825
O, 7.0411, 3.1598, 10.2804
O, 11.5405, 7.0101, 16.4343
O, 8.2833, 10.1438, 17.8499
O, 3.2646, 8.5326, 10.1099
O, 7.5878, 3.8409, 15.5182
O, 3.142, 4.3153, 17.9043
O, 2.904, 3.8951, 13.704
O, 1.3342, 8.2059, 12.4408
O, 1.2071, 5.6825, 13.0741
O, 4.9792, 8.3068, 14.8628
O, 11.1682, 2.3951, 20.3408
O, 10.978, 9.9922, 12.7566
O, 5.2773, 3.5749, 12.3468
O, 5.0935, 3.198, 14.9088
O, 6.4875, 4.8072, 20.5641
O, 8.3965, 1.5643, 16.654
O, 10.4084, 1.2403, 11.4535
O, 10.875, 6.6114, 11.6618
O, 3.2599, 8.6803, 19.8548
O, 1.7199, 6.4316, 10.5278
O, 7.1664, 8.2026, 19.9735
O, 8.4968, 7.5901, 17.7609
O, 3.676, 6.4348, 13.6112
O, 9.57, 4.9628, 13.359
O, 5.522, 10.0018, 20.7489
O, 10.3198, 7.3782, 14.1489
O, 8.7833, 6.1698, 19.9685
O, 7.0657, 5.7102, 10.652
O, 5.2612, 10.5479, 16.3779
O, 9.0479, 1.153, 19.2641
O, 11.5733, 3.1663, 10.1855
O, 9.7419, 8.7129, 19.8907

Results
free energy: -144757.657 eV
free energy less fixed offsets of O -568.88, P -755.39, Si -635.61 eV per atom: -4.007 eV

Forces (eV/angstrom), in the order of the atoms: element, x, y, z
Si, -0.0091, -0.0181, -0.1156
Si, -0.023, 0.0025, -0.1458
Si, -0.0063, -0.018, -0.1026
Si, -0.0145, 0.0085, -0.1172
Si, 0.0131, 0.0066, -0.129
Si, -0.0139, 0.015, -0.1283
Si, -0.0278, -0.0232, -0.1261
Si, 0.0236, -0.0225, -0.1289
Si, 0.0183, -0.0326, -0.1106
Si, 0.0051, 0.0319, -0.1298
Si, -0.0023, 0.0212, -0.1095
Si, 0.0309, 0.011, -0.1151
Si, 0.0082, 0.0251, 0.0028
Si, 0.0119, 0.0393, 0.0044
Si, -0.0037, 0.001, 0.0015
Si, -0.0057, -0.0142, 0.0217
Si, -0.0065, -0.0216, 0.034
Si, 0.0031, -0.0057, 0.0419
Si, -0.0028, 0.0162, 0.0097
Si, -0.0002, 0.0157, 0.0307
Si, -0.0158, 0.0117, 0.0525
Si, -0.0061, -0.0114, -0.0036
Si, 0.0154, -0.0163, -0.016
Si, 0.0124, -0.0206, 0.0047
Si, -0.0088, -0.0139, -0.0074
Si, 0.0023, 0.0066, -0.0152
Si, 0.0095, -0.0137, 0.0062
Si, -0.0006, -0.004, 0.016
Si, -0.0012, -0.043, -0.0107
Si, 0.0052, 0.0009, -0.0155
Si, -0.0089, 0.0011, 0.0036
Si, 0.0109, 0.0055, 0.0014
Si, -0.0011, 0.0001, -0.0027
Si, -0.0012, -0.0158, -0.0158
Si, 0.0115, -0.0107, -0.008
Si, -0.0162, 0.0037, 0.0058
Si, -0.0463, 0.0044, -0.0193
Si, 0.0122, 0.041, 0.0001
Si, -0.0157, -0.009, 0.0229
Si, 0.0049, 0.005, -0.0295
Si, 0.0358, 0.0198, -0.0046
Si, 0.0124, 0.012, -0.0413
Si, 0.0145, -0.0067, 0.0028
Si, 0.038, -0.0024, -0.0594
Si, -0.003, -0.0325, -0.0569
Si, -0.0053, 0.0109, 0.0621
Si, -0.0374, 0.0191, 0.07
Si, -0.0018, -0.0012, -0.0483
Si, -0.0044, -0.0515, -0.0294
Si, -0.0019, -0.0792, -0.0575
Si, 0.0048, -0.0242, -0.0335
Si, 0.0005, 0.0129, 0.0276
Si, -0.0161, 0.0235, -0.01
Si, 0.015, 0.0396, -0.0365
Si, 0.0024, -0.0106, 0.0278
Si, -0.0092, -0.0158, -0.0286
Si, 0.0122, -0.0027, -0.065
Si, 0.0128, 0.0401, -0.0234
Si, 0.0011, -0.0372, 0.002
Si, -0.0131, 0.0295, 0.0087
Si, -0.0263, -0.0158, -0.0097
Si, -0.0122, 0.0161, -0.0567
Si, 0.0063, -0.0271, -0.022
Si, 0.0369, 0.0319, -0.0074
Si, 0.0345, 0.0236, -0.0228
Si, -0.0547, 0.0014, -0.0409
Si, -0.0199, -0.0421, 0.0327
Si, -0.024, -0.0229, -0.0087
Si, 0.0431, -0.0537, -0.0068
Si, 0.0219, 0.0289, -0.01
Si, -0.0177, 0.0261, -0.039
Si, -0.004, 0.0273, -0.0059
Si, 0.0031, -0.0868, 0.0072
Si, -0.0412, 0.046, 0.0928
Si, 0.0549, 0.0086, 0.0613
Si, 0.0428, 0.0411, 0.0087
P, -0.0165, -0.0442, 0.1244
Si, -0.0432, 0.0362, 0.0039
Si, 0.0166, -0.0189, -0.001
Si, -0.0439, -0.0281, 0.0093
Si, 0.0223, -0.0258, 0.0192
Si, 0.0037, 0.055, -0.0115
Si, -0.0092, 0.0262, -0.0143
Si, 0.0019, 0.0418, -0.0042
Si, 0.0037, 0.0018, -0.0043
Si, -0.0923, 0.2252, -0.1284
Si, 0.0082, 0.0033, -0.0353
Si, -0.0063, 0.0163, 0.0123
Si, 0.0346, -0.0122, 0.0077
Si, -0.0068, 0.0075, 0.0291
Si, -0.019, -0.0247, -0.0093
Si, -0.0025, -0.0264, 0.0523
Si, 0.0315, -0.0243, 0.0145
Si, 0.0076, 0.0299, -0.021
Si, -0.0123, 0.0249, -0.0174
Si, 0.0141, 0.0515, -0.0044
Si, 0.005, -0.1055, 0.1623
Si, -0.0895, -0.0837, 0.196
Si, 0.1039, -0.1096, 0.2214
Si, 0.0118, 0.0726, 0.1255
Si, -0.0194, 0.073, 0.1779
Si, -0.0273, 0.0726, 0.1856
Si, -0.0082, -0.0923, 0.1102
Si, 0.0343, -0.0737, 0.1282
Si, -0.0151, -0.0996, 0.183
Si, 0.0098, 0.1011, 0.1804
Si, -0.0295, 0.0408, 0.1421
Si, -0.0067, 0.1072, 0.174
O, -0.0633, -0.1444, -0.234
O, 0.0278, 0.1425, -0.2721
O, 0.0024, 0.112, -0.2909
O, 0.0086, 0.0837, -0.382
O, 0.0353, -0.1243, -0.346
O, -0.0121, 0.0919, -0.1543
O, -0.0311, -0.1166, -0.2234
O, -0.0451, -0.0553, -0.1363
O, 0.0538, 0.1585, -0.2563
O, 0.1099, -0.1219, -0.2596
O, -0.0158, -0.1213, -0.2193
O, 0.0371, 0.1406, -0.2476
O, 0.0193, 0.0815, 0.1682
O, -0.0112, 0.0665, 0.2346
O, -0.0206, -0.094, 0.1721
O, -0.0484, 0.0667, 0.1829
O, 0.0265, 0.0689, 0.163
O, -0.0383, -0.0834, 0.2025
O, 0.0437, -0.0831, 0.177
O, 0.0038, -0.1002, 0.1802
O, -0.0067, 0.054, 0.2253
O, -0.0069, 0.0837, 0.1799
O, 0.0063, -0.081, 0.2465
O, -0.0051, -0.0678, 0.2368
Si, -0.0263, -0.0563, 0.4091
Si, 0.0253, 0.0147, -0.0985
Si, 0.0266, 0.0029, 0.0985
Si, -0.0279, 0.0014, 0.1382
Si, 0.0138, 0.0248, 0.05
Si, -0.004, -0.0177, -0.2646
Si, 0.0212, -0.0048, 0.4084
Si, 0.0134, -0.0366, 0.2916
Si, -0.0005, 0.0061, 0.0679
Si, -0.0319, -0.0072, 0.1512
Si, 0.0574, -0.024, 0.3628
Si, 0.0048, -0.0118, -0.183
Si, 0.009, 0.0229, -0.2418
Si, -0.0014, -0.0219, 0.0637
Si, 0.0034, -0.02, -0.2638
Si, -0.0084, -0.0044, -0.1744
Si, -0.0024, 0.0006, -0.1448
Si, 0.0066, 0.0183, -0.0553
Si, 0.0008, -0.0043, 0.1569
Si, -0.0057, 0.0446, 0.2767
Si, 0.0129, 0.008, -0.287
Si, -0.0085, 0.0124, -0.0147
Si, -0.008, 0.0161, 0.414
Si, -0.0038, 0.0108, -0.255
Si, -0.0096, -0.0156, 0.3423
Si, -0.0478, 0.0305, 0.2672
Si, 0.0005, -0.0139, -0.2696
Si, 0.0262, 0.0089, 0.0179
Si, 0.0063, -0.0156, 0.2115
Si, -0.0321, 0.0207, 0.3945
Si, -0.0401, -0.0208, 0.2714
Si, 0.0011, -0.0703, 0.4129
Si, 0.0027, 0.0015, -0.2786
Si, 0.0213, -0.02, 0.1791
Si, -0.0409, 0.0034, 0.4008
Si, 0.0205, -0.0142, -0.2717
Si, -0.0364, 0.0273, 0.1604
Si, -0.0258, 0.0027, 0.4575
Si, -0.0267, -0.0181, -0.1122
O, 0.0274, -0.046, -0.1391
O, 0.0324, -0.0183, -0.1464
O, -0.0057, 0.0123, 0.0849
O, -0.0247, -0.0431, 0.1216
O, -0.0096, -0.011, -0.0392
O, 0.0449, -0.0931, -0.2405
O, -0.0147, -0.0367, -0.0845
O, 0.0138, 0.0129, -0.0677
O, 0.0007, 0.0013, 0.0385
O, 0.0306, 0.011, 0.1723
O, -0.0461, 0.0586, -0.1445
O, -0.025, 0.0229, -0.1571
O, -0.0135, -0.0083, 0.0303
O, -0.0617, 0.013, -0.108
O, -0.0846, 0.0175, -0.2979
O, 0.0075, -0.0074, -0.0287
O, 0.0719, -0.0954, -0.2369
O, 0.0677, 0.0079, -0.1604
O, 0.0003, 0.058, 0.0934
O, 0.0207, -0.0081, 0.0588
O, 0.0482, -0.0191, -0.0947
O, 0.0247, 0.0049, -0.1514
O, -0.0267, 0.0074, 0.0939
O, 0.013, 0.0061, -0.039
O, 0.0276, 0.0282, -0.0756
O, -0.0014, -0.0079, -0.0028
O, 0.0174, 0.0312, -0.0817
O, -0.0246, -0.0342, -0.0814
O, -0.0398, -0.0466, 0.1439
O, -0.0067, 0.014, -0.0396
O, -0.0035, 0.0021, -0.0057
O, -0.009, 0.0097, -0.0916
O, -0.0307, 0.1049, -0.2329
O, 0.0016, 0.0047, 0.0311
O, 0.0492, 0.0541, -0.1499
O, 0.0001, -0.0029, -0.0044
O, 0.0007, 0.0053, 0.0352
O, 0.0087, 0.0163, -0.127
O, -0.0039, -0.0061, -0.0117
O, -0.0107, 0.0052, 0.0508
O, 0.0117, -0.0217, -0.0479
O, 0.0088, -0.0355, -0.1101
O, -0.0311, 0.0293, -0.0986
O, 0.0032, -0.0133, -0.039
O, 0.0224, 0.013, 0.0922
O, -0.0487, 0.0205, -0.1009
O, 0.0423, -0.0205, -0.1637
O, -0.0186, -0.0164, -0.0586
O, -0.0153, -0.0076, 0.0893
O, -0.0019, -0.0063, 0.0202
O, 0.0037, 0.0104, -0.0923
O, 0.0304, 0.0095, -0.1073
O, -0.0075, 0.003, 0.0798
O, 0.0483, 0.0424, -0.2002
O, -0.0486, 0.0302, 0.1232
O, 0.003, -0.0201, 0.0866
O, -0.0027, 0.002, -0.0442
O, -0.0075, 0.0273, -0.0667
O, 0.0297, -0.0146, 0.1062
O, -0.0169, -0.0258, -0.0843
O, -0.0119, -0.0447, 0.0899
O, 0.0234, -0.0857, -0.169
O, -0.0028, 0.0081, 0.0131
O, 0.0415, 0.0403, 0.1152
O, -0.0606, 0.0753, -0.2424
O, 0.0457, 0.0162, 0.1111

The program warned: the cutoff lies below the one the program advises for these potential files; the forces do not sum to zero within the program's tolerance; the exchange-correlation potential is rough where the density is thin.
